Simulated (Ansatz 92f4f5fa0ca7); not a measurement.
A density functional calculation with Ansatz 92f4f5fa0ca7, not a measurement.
Periodic cell of 234 atoms, Si141O87As6, from a study of silicon, its oxide and their interface. The atomic structure is a simulated model.
Doubt: the cutoff is far below the 930 eV that the study's wrapper takes by default for these files, so forces and energies are approximate.
This geometry differs little from another in the collection (a relaxation step or a small displacement).

Settings
functional: PBE
potential files: Ansatz PAW
basis: plane waves
wave-function cutoff: 580 eV
density cutoff ratio: 5
exchange-correlation grid ratio: 1
k mesh: 1 x 1 x 1, Gamma-centred
self-consistency stop: 5e-08 eV per atom in the density residual
occupations: fixed
spin: none
net charge: 0

Cell vectors (angstrom)
a  11.6015  0  0
b  0  10.938  0
c  0  0  32.7162

Atoms and the computed forces on them: element, x, y, z (angstrom), force x, y, z (eV/angstrom)
As  0.06  -0.0583  23.7686  -0.0043  -0.0011  0.0011
Si  3.8048  0.0724  24.1532  -0.0049  0.0061  0.0095
Si  7.7619  -0.2271  24.0153  -0.0005  -0.008  -0.0064
Si  1.8828  1.4854  24.2314  0.0004  0.0114  -0.005
Si  5.8937  1.1772  23.9828  0.0063  0.0023  -0.0068
Si  9.6435  1.302  23.8872  0.0059  0.0097  -0.0077
As  -0.0251  5.4472  23.7127  0.0052  -0.0094  -0.0046
Si  3.9504  5.3693  24.2342  0.0004  -0.0137  -0.0021
As  7.6261  5.4271  23.8181  -0.0018  0.0046  0.0061
Si  2.0212  6.7508  24.0273  -0.0088  0.0205  0.0068
Si  5.7017  6.9015  24.2832  0.015  0.0058  -0.002
Si  9.5677  6.8593  23.9482  -0.004  0.0036  0.0037
Si  1.8416  2.7941  26.1209  -0.007  0.0047  0.0051
Si  5.8456  2.6686  25.8813  -0.0044  0.0008  0.0208
Si  9.6345  2.7746  25.8118  -0.0013  0.001  0.008
Si  -0.0513  4.2185  25.8624  0.0038  0.0001  -0.0014
Si  3.8734  3.9537  26.0509  0.0127  0.0037  -0.0029
Si  7.696  4.1566  25.8854  0.0038  0.0045  0.0005
Si  1.9593  8.2254  25.9159  -0.0019  0.004  0.0043
Si  5.847  8.3056  26.1126  -0.0039  0.0082  0.0031
Si  9.723  8.2136  25.9022  -0.0032  0.0029  0.0054
Si  0.0329  9.6341  25.8762  -0.0055  0.0038  0.002
Si  3.8815  9.6179  26.0566  -0.011  -0.0019  0.0056
Si  7.8179  9.5686  26.0517  -0.0066  -0.0012  0.006
Si  -0.0282  -0.0054  27.8646  -0.0023  -0.001  -0.0045
Si  3.8618  0.0508  27.9402  0.0044  0.0004  -0.0076
Si  7.7739  0.049  27.9175  -0.0022  0.0009  -0.0019
Si  1.8884  1.3477  27.9532  -0.0001  -0.0021  0.0018
Si  5.8262  1.37  27.8742  0.0021  0.0041  -0.009
Si  9.6817  1.4347  27.8265  0.0032  0.0036  -0.0044
Si  -0.0185  5.4763  27.8661  0.001  0.0001  -0.0003
Si  3.8706  5.4682  27.8825  0.0016  0.0005  -0.0036
Si  7.7471  5.4648  27.8639  -0.0022  0.0011  0.0011
Si  1.9231  6.8401  27.8553  0.0002  -0.0026  -0.0031
Si  5.8113  6.8134  27.9244  0.0014  -0.0045  -0.006
Si  9.6799  6.8478  27.859  0.0009  -0.0022  -0.0099
Si  1.9336  2.7345  29.817  -0.0897  0.1267  0.376
Si  5.8008  2.7345  29.817  0.0512  0.0887  -0.1356
Si  9.6679  2.7345  29.817  0.0633  0.1215  -0.1433
Si  0  4.1018  29.817  0.0011  -0.001  -0.0848
Si  3.8672  4.1018  29.817  -0.0262  -0.026  0.0232
Si  7.7343  4.1018  29.817  0.0478  -0.0045  -0.0665
Si  1.9336  8.2035  29.817  0.0107  -0.0502  -0.1841
Si  5.8008  8.2035  29.817  -0.0088  0.0422  0.1405
Si  9.6679  8.2035  29.817  -0.0146  0.0457  -0.0718
Si  0  9.5708  29.817  -0.1256  -0.054  -0.1015
Si  3.8672  9.5708  29.817  0.0054  0.0276  0.1765
Si  7.7343  9.5708  29.817  0.1176  0.0121  0.0672
Si  0  0  31.7506  0.0192  0.0788  0.0015
Si  3.8672  0  31.7506  -0.0059  -0.0462  0.0183
Si  7.7343  0  31.7506  -0.016  0.0738  0.0311
Si  1.9336  1.3673  31.7506  0.0124  0.043  0.0194
Si  5.8008  1.3673  31.7506  0.0069  -0.0084  -0.0504
Si  9.6679  1.3673  31.7506  -0.0097  -0.0815  -0.0468
Si  0  5.469  31.7506  -0.0077  0.0458  -0.0586
Si  3.8672  5.469  31.7506  -0.0083  0.0634  -0.0017
Si  7.7343  5.469  31.7506  0.0198  0.0484  -0.016
Si  1.9336  6.8362  31.7506  -0.02  -0.004  0.0092
Si  5.8008  6.8362  31.7506  0.0119  -0.0037  0.0642
Si  9.6679  6.8362  31.7506  -0.0004  -0.1322  0.0153
Si  1.9336  2.7345  0.9679  -0.0488  -0.0568  0.0185
Si  5.8008  2.7345  0.9679  0.0441  -0.0196  -0.2235
Si  9.6679  2.7345  0.9679  -0.0054  -0.0467  -0.0475
Si  0  4.1018  0.9679  -0.0224  -0.1128  -0.1646
Si  3.8672  4.1018  0.9679  0.0483  -0.0931  0.2101
Si  7.7343  4.1018  0.9679  -0.0227  -0.0416  -0.0186
Si  1.9336  8.2035  0.9679  0.062  0.0277  -0.1699
Si  5.8008  8.2035  0.9679  -0.0248  -0.019  0.1389
Si  9.6679  8.2035  0.9679  -0.0289  0.0521  0.1947
Si  0  9.5708  0.9679  -0.0063  -0.0709  0.0418
Si  3.8672  9.5708  0.9679  -0.0308  -0.0654  -0.13
Si  7.7343  9.5708  0.9679  0.0249  -0.0462  0.2025
Si  -0.0077  -0.0308  2.9245  -0.0006  0.0025  0.0029
Si  3.862  0.0006  2.8758  -0.002  -0.0028  0.0009
Si  7.737  -0.0398  2.9561  0.0012  0.0062  0.0037
Si  1.9245  1.3554  2.9012  -0.0037  0.0013  0.0023
Si  5.8017  1.328  2.8536  0.0049  0.0021  0.0028
Si  9.6639  1.3329  2.8845  0.0009  -0.0014  0.0014
Si  -0.0083  5.4838  2.8625  -0.0009  0.0014  0.0033
Si  3.8791  5.447  2.9326  0.0001  0.0018  0.0053
Si  7.731  5.4721  2.8962  -0.0021  0.0001  0.0035
Si  1.9451  6.7951  2.8514  0.002  -0.0061  0.0013
Si  5.7988  6.8331  2.9192  0  -0.001  0.0053
Si  9.6601  6.8409  2.9386  -0.0002  -0.0004  0.0045
Si  1.9404  2.7244  4.819  0.0034  0  0.0063
Si  5.7774  2.6735  4.752  -0.0123  0.0019  0.0066
Si  9.6812  2.7293  4.78  -0.0062  0.0094  -0.0012
Si  0.0049  4.1046  4.7619  -0.0014  -0.0039  -0.015
Si  3.8705  4.0933  4.9057  0.0024  -0.0133  -0.0144
Si  7.7096  4.0392  4.7797  0.0124  -0.0026  -0.0175
Si  1.9647  8.1635  4.7436  -0.0104  0.0034  -0.0128
Si  5.7942  8.1888  4.8749  0.0022  0.0031  -0.0177
Si  9.6562  8.113  4.9733  -0.0047  0.0038  -0.017
Si  0.0115  9.4909  4.851  0.0125  -0.0049  -0.0003
Si  3.862  9.565  4.7755  0.0093  -0.0066  0.0124
Si  7.7434  9.514  4.9317  0.0001  -0.0041  -0.0001
Si  0.122  0.0195  6.7031  0.0136  -0.0136  0.0063
As  3.8237  -0.1937  6.8512  -0.0019  0.0057  -0.0122
Si  7.7275  0.0064  6.8263  -0.0147  -0.0008  -0.0016
As  1.9842  1.524  6.8987  0.0025  0.0017  -0.0045
As  5.7077  1.4151  6.7821  -0.0018  -0.0037  -0.0015
Si  9.7196  1.3241  6.6755  -0.0031  0.0167  0.003
Si  0.024  5.4783  6.6821  0.0005  -0.0116  0.0027
Si  3.8679  5.4664  6.9087  0.0051  -0.0099  0.0104
Si  7.6182  5.2921  6.7717  -0.004  -0.0133  0.011
Si  1.9395  6.8811  6.7193  -0.0016  0.0115  0.0072
Si  5.7966  6.8229  6.8263  -0.006  0.0077  0.0053
Si  9.563  6.652  6.924  0.0064  0.0111  0.0078
O  0.2562  10.1314  8.1523  -0.006  0.0033  0.0001
O  5.8594  7.7696  8.2284  0.0024  -0.0014  -0.0054
O  9.7784  2.3223  8.0098  0.0027  -0.0013  -0.0044
O  7.3664  4.1548  7.9777  -0.0003  0.0159  -0.0093
O  3.9822  4.6063  8.3589  -0.0078  0.0069  -0.0128
O  11.8718  4.3274  7.878  -0.0013  0.0049  -0.0016
O  7.8546  10.2166  8.3744  0  0.003  -0.006
O  1.9554  8.0629  7.9041  0.002  -0.0113  -0.0021
O  9.4092  7.4928  8.3906  -0.0032  -0.0023  -0.0099
O  7.2152  7.613  20.8485  0.0051  0.0078  -0.0026
O  3.5966  9.9564  22.8965  0.007  0.031  -0.0051
O  6.1967  1.7779  22.4385  0.0044  -0.0022  0.0023
O  1.9119  2.7558  23.1104  -0.0033  -0.0132  0.0059
O  9.5484  2.2542  22.5073  -0.0008  -0.0205  0.0183
O  7.5371  9.5939  22.7704  -0.0023  0.0124  -0.0004
O  2.4837  7.5685  22.6245  -0.0257  -0.0124  -0.0054
O  4.4949  4.7043  22.7809  -0.004  0.0052  0.0049
O  9.3628  7.6946  22.5028  0.0066  -0.0065  0.0047
Si  4.4429  4.6566  21.1451  0.0012  0.0077  0.005
Si  2.8297  3.3286  15.6251  0.0043  0.001  -0.0045
Si  5.2834  1.9359  21.1027  -0.0041  0.0008  0.0049
Si  14.8575  9.0187  10.9924  0.0015  0.0048  -0.0064
Si  -1.251  5.2103  14.5573  0.0002  -0.0025  -0.0027
Si  5.4608  7.4612  9.7858  -0.0015  -0.0043  0.0021
Si  6.5999  -0.9681  14.8231  0.0004  0.006  -0.0011
Si  13.3521  7.2166  13.0131  -0.0042  -0.0026  -0.0056
Si  2.2068  4.5469  11.4591  -0.0006  -0.0026  -0.0077
Si  -1.6753  10.6458  19.8097  0.0078  0.0018  0.0118
Si  6.0553  9.6466  11.6855  0.0002  -0.0021  -0.0112
Si  10.2547  7.1701  9.7574  0.0042  -0.0042  0.0035
Si  14.753  9.3556  19.5899  -0.003  -0.0019  0.0138
Si  13.0723  6.1222  15.7738  0.0018  -0.0018  -0.0037
Si  8.254  8.5985  21.6773  -0.0003  -0.0037  0.0007
Si  9.7815  2.3097  9.6481  -0.0038  -0.0011  -0.0095
Si  11.6314  4.4506  9.4788  0.0042  0.0005  -0.0002
Si  -3.2306  15.3605  18.9769  0.0016  -0.001  0.0084
Si  6.7688  8.684  17.57  -0.0006  0.0005  0.0067
Si  11.2416  4.6379  19.4233  0.0015  0.0023  0.0188
Si  10.2223  7.5664  12.6642  0.0006  0.0003  -0.0059
Si  6.3294  6.7278  19.7592  0.0032  0.0012  0.0099
Si  4.7361  4.548  9.816  -0.0033  -0.0023  0.0009
Si  12.2446  3.0367  13.3944  0.0006  -0.0031  -0.0054
Si  -0.9384  12.3649  15.1137  -0.0001  0.0038  -0.0044
Si  9.8254  -2.2509  17.6222  0.0012  -0.0046  0.0057
Si  0.888  7.2293  18.6222  0.0033  -0.0008  0.0113
Si  -1.9007  9.598  14.8423  0.001  0.0006  -0.0046
Si  7.9079  11.2041  9.6985  0.0011  -0.0042  0.0005
Si  9.6039  13.5985  20.9328  -0.0013  0.0071  -0.0021
Si  5.5653  1.8575  15.8562  0.001  0.0069  -0.0045
Si  1.1023  11.4736  19.9459  -0.0012  -0.0019  0.012
Si  7.2512  3.1982  9.2864  0.0094  -0.007  0.0044
Si  2.4265  2.6939  21.5623  0.001  -0.0066  0.0052
Si  5.388  0.1773  18.4921  -0.0027  0.0009  0.0084
Si  0.8941  13.2875  17.5506  0.0008  -0.0085  0.0079
Si  1.0904  8.976  8.9437  -0.0023  0.0054  -0.0016
Si  15.4411  -2.4757  22.3239  -0.0039  -0.0107  -0.0114
Si  8.353  14.1557  16.0313  -0.0011  -0.0006  -0.0065
O  8.2966  3.4712  17.6464  0.0008  0.0023  0.0014
O  11.8288  7.4137  12.4957  0.0021  -0.0006  0.0039
O  5.8571  7.661  18.4807  -0.0006  -0.0033  -0.003
O  4.0761  8.6313  20.7175  0.0033  -0.0035  -0.0115
O  4.3119  2.7496  15.3045  -0.0004  -0.0001  0.0032
O  7.1095  10.7177  11.0328  0.0028  0.0007  0.0055
O  9.5686  1.2892  20.0163  -0.0028  0.0058  -0.0059
O  5.2753  1.3968  17.4086  -0.0002  0.0002  -0.0016
O  6.8042  2.8997  15.6406  -0.0001  0.0017  0.0042
O  8.2025  10.2096  14.9639  -0.0014  -0.0016  0.0009
O  9.6747  6.396  13.6635  -0.0013  0.0046  0.001
O  4.9886  6.0301  20.4474  -0.0065  -0.0007  -0.0082
O  9.4296  0.7722  10.1482  0.0047  0.0026  0.0095
O  2.867  4.143  20.8917  -0.0065  0.0008  -0.0118
O  8.6103  3.3494  10.1889  0.0009  0.0008  0.0067
O  13.8748  16.6784  12.5594  0.0025  -0.0061  -0.0026
O  5.8291  3.3777  10.0098  0.002  0.0009  0.0008
O  1.9798  8.3116  19.1588  0.0008  0.0038  -0.0094
O  1.5933  6.7534  17.2463  -0.0015  0.0004  -0.0015
O  5.4083  3.4696  20.5553  0.0066  -0.0105  -0.0107
O  -0.36  4.3222  13.5155  0  0.0029  0.0016
O  12.2237  5.9421  19.6273  -0.0008  0.0004  -0.0112
O  5.6349  0.8408  19.9619  0.0025  0.0051  -0.0022
O  6.2617  9.4637  13.2982  -0.0009  -0.0016  -0.0033
O  3.7147  4.2158  11.0196  -0.0032  0.0038  0.0085
O  10.8751  3.7098  20.7373  -0.001  -0.0033  -0.0103
O  12.8435  1.9405  20.7492  0.0046  0.0066  -0.0034
O  9.1535  12.8457  15.4799  -0.0011  0.0018  -0.0004
O  3.7373  1.7223  21.5764  -0.0062  -0.0013  -0.0038
O  9.0808  4.4967  15.3003  -0.0004  0.0021  0.0014
O  1.8159  7.2573  14.6425  0.0003  -0.0013  0.0017
O  4.1031  10.0682  18.4458  -0.0008  -0.0009  -0.0065
O  10.4756  16.4917  9.7802  -0.0002  0.0007  0.0066
O  2.4168  -0.3169  20.277  -0.002  0.005  -0.0118
O  5.8109  0.4541  15.0317  0.0014  -0.0042  -0.0014
O  3.8927  7.8209  10.0771  0.0011  -0.0085  0.0048
O  9.8507  10.2252  18.2223  -0.0026  0.0079  -0.0021
O  -1.737  8.9911  13.3517  0.0015  0.0027  0.0043
O  10.7775  10.7651  15.1293  -0.0014  -0.0039  0.0026
O  5.1929  7.7965  22.9509  0.0223  -0.0215  0.0081
O  11.6538  7.9926  9.7082  0.0017  -0.0004  0.0033
O  -0.4063  2.9845  10.086  -0.0015  0.0027  0.0099
O  -0.1105  5.6672  15.6464  0.0012  0.0037  0.0024
O  14.0089  13.6305  17.0685  0.0073  -0.001  -0.0006
O  -5.3423  8.8305  15.9917  0.0014  0.0014  0.0024
O  9.5297  7.5469  11.1781  0.0015  -0.0001  -0.0006
O  8.326  3.4993  20.3394  0.0003  -0.007  -0.0047
O  -1.5302  8.529  16.0146  -0.0016  0.0039  -0.0023
O  11.209  1.7972  13.6063  -0.0012  0.0028  0.0025
O  11.929  3.6364  18.3463  -0.0046  0.0106  -0.0015
O  -0.5927  7.885  18.3917  0.0006  0.0005  -0.006
O  2.0689  9.6702  10.0733  -0.0055  0  0.0015
O  2.6186  4.9517  15.6701  -0.0039  0.0074  0.0019
O  -3.3067  8.1237  17.7902  -0.0006  0.0002  -0.0054
O  -1.7935  5.206  18.8791  0.0003  0.0023  -0.0126
O  -0.0438  2.1248  16.2603  -0.0068  0.0034  -0.0048
O  12.9942  5.0195  10.1398  -0.0072  -0.0005  0.0018
O  4.4796  10.0538  11.3766  -0.0047  -0.0026  0.0109
O  5.6317  5.8821  10.0707  0.0013  0.0047  0.0026
O  1.4699  3.2004  12.0088  0.0071  0.0079  0.004
O  13.4455  2.8148  14.4575  -0.0059  -0.0008  -0.0036
O  7.192  5.516  19.0928  -0.0047  0.0043  -0.0099
O  12.528  11.8914  18.3811  -0.0028  -0.0028  -0.0022
O  11.4538  -0.409  20.3797  -0.001  0.0017  -0.011
O  7.2067  1.5827  9.0394  -0.0052  0.0106  -0.0055
O  9.0082  9.5856  20.6247  -0.0053  -0.0057  -0.002
O  6.37  8.2536  10.882  0.0023  0.0011  0.0094
O  2.6685  8.4058  12.3893  0.0034  0.0064  0.0028
O  6.7066  -0.7335  18.1819  0.0009  0.003  -0.0061

Results
free energy: -168248.872 eV
free energy less fixed offsets of As -4856.12, O -568.88, Si -635.61 eV per atom: 1.418 eV

The program warned: the cutoff lies below the one the program advises for these potential files; the forces do not sum to zero within the program's tolerance; the exchange-correlation potential is rough where the density is thin.
